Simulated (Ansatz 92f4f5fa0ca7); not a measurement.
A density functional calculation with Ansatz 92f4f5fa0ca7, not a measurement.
Periodic cell of 221 atoms, Si132O88H1, from a study of silicon, its oxide and their interface. The atomic structure is a simulated model.
Doubt: the cutoff is far below the 930 eV that the study's wrapper takes by default for these files, so forces and energies are approximate.

Settings
functional: PBE
potential files: Ansatz PAW
basis: plane waves
wave-function cutoff: 580 eV
density cutoff ratio: 5
exchange-correlation grid ratio: 1
k mesh: 1 x 1 x 1, Gamma-centred
self-consistency stop: 5e-08 eV per atom in the density residual
occupations: fixed
spin: none
net charge: +1 e, with a uniform compensating background and no finite-size correction

Cell vectors (angstrom)
a, 10.938, 0, 0
b, 0, 10.938, 0
c, 0, 0, 32.3129

Atoms: element, x, y, z (angstrom)
Si, -0.2243, 0.2557, 24.7024
Si, 5.736, -0.3454, 24.7985
Si, 2.519, 2.828, 24.8007
Si, 8.4894, 2.4775, 24.717
Si, 0.2208, 4.9647, 24.6588
Si, 5.2147, 5.8402, 25.1017
Si, 2.9849, 7.923, 24.8132
Si, 7.9731, 8.4136, 24.8013
Si, 1.3208, 1.3417, 26.1653
Si, 6.8802, 1.3108, 26.091
Si, 4.0594, 4.0713, 26.1689
Si, 9.6006, 4.0094, 26.1526
Si, 1.3061, 6.7465, 26.0126
Si, 6.846, 6.9623, 26.3096
Si, 4.1121, 9.5177, 26.1608
Si, 9.5693, 9.6005, 26.0991
Si, 2.7344, -0.0164, 27.4892
Si, 8.2247, -0.0089, 27.5336
Si, 0.0079, 2.7097, 27.5627
Si, 5.488, 2.7148, 27.4844
Si, 2.6911, 5.4658, 27.5206
Si, 8.2206, 5.4606, 27.5025
Si, 0.0015, 8.1822, 27.4448
Si, 5.4428, 8.2501, 27.6107
Si, 4.1018, 1.3673, 28.8947
Si, 9.5708, 1.3673, 28.8947
Si, 1.3673, 4.1018, 28.8947
Si, 6.8362, 4.1018, 28.8947
Si, 4.1018, 6.8362, 28.8947
Si, 9.5708, 6.8362, 28.8947
Si, 1.3673, 9.5708, 28.8947
Si, 6.8362, 9.5708, 28.8947
Si, 0, 0, 30.2619
Si, 5.469, 0, 30.2619
Si, 2.7345, 2.7345, 30.2619
Si, 8.2035, 2.7345, 30.2619
Si, 0, 5.469, 30.2619
Si, 5.469, 5.469, 30.2619
Si, 2.7345, 8.2035, 30.2619
Si, 8.2035, 8.2035, 30.2619
Si, 1.3673, 1.3673, 31.6292
Si, 6.8362, 1.3673, 31.6292
Si, 4.1018, 4.1018, 31.6292
Si, 9.5708, 4.1018, 31.6292
Si, 1.3673, 6.8362, 31.6292
Si, 6.8362, 6.8362, 31.6292
Si, 4.1018, 9.5708, 31.6292
Si, 9.5708, 9.5708, 31.6292
Si, 2.7345, 0, 0.6835
Si, 8.2035, 0, 0.6835
Si, 0, 2.7345, 0.6835
Si, 5.469, 2.7345, 0.6835
Si, 2.7345, 5.469, 0.6835
Si, 8.2035, 5.469, 0.6835
Si, 0, 8.2035, 0.6835
Si, 5.469, 8.2035, 0.6835
Si, 4.1018, 1.3673, 2.0507
Si, 9.5708, 1.3673, 2.0507
Si, 1.3673, 4.1018, 2.0507
Si, 6.8362, 4.1018, 2.0507
Si, 4.1018, 6.8362, 2.0507
Si, 9.5708, 6.8362, 2.0507
Si, 1.3673, 9.5708, 2.0507
Si, 6.8362, 9.5708, 2.0507
Si, 0, 0, 3.418
Si, 5.469, 0, 3.418
Si, 2.7345, 2.7345, 3.418
Si, 8.2035, 2.7345, 3.418
Si, 0, 5.469, 3.418
Si, 5.469, 5.469, 3.418
Si, 2.7345, 8.2035, 3.418
Si, 8.2035, 8.2035, 3.418
Si, 1.3583, 1.3518, 4.8225
Si, 6.8323, 1.3703, 4.8841
Si, 4.2029, 4.004, 4.7082
Si, 9.5256, 4.1083, 4.8157
Si, 1.3355, 6.9084, 4.7678
Si, 6.8691, 6.8297, 4.7301
Si, 4.0808, 9.6138, 4.8466
Si, 9.564, 9.607, 4.8104
Si, 2.7175, 0.0468, 6.3637
Si, 8.234, 0.0166, 6.2637
Si, -0.0629, 2.7298, 6.1706
Si, 5.4361, 2.7223, 6.3143
Si, 2.8595, 5.4985, 5.7965
Si, 8.1749, 5.524, 6.2029
Si, 0.0077, 8.3065, 6.2413
Si, 5.5552, 8.2205, 6.0437
Si, 3.6388, 1.8296, 7.7251
Si, 9.8364, 1.1009, 7.6839
Si, 1.5247, 4.1698, 7.0742
Si, 6.5751, 4.3748, 7.5661
Si, 4.4236, 6.53, 7.1861
Si, 9.2839, 7.2156, 7.5259
Si, 1.166, 9.8024, 7.7717
Si, 7.0121, 9.3553, 7.5284
O, 1.4958, 3.9933, 24.2302
O, 6.8436, 9.4835, 24.1924
O, 2.5437, 3.0497, 7.6807
O, 8.0932, 8.2357, 8.0827
O, 5.4064, 5.4884, 8.0729
O, 0.0308, 0.0062, 8.275
O, 4.1453, 6.8315, 24.2649
O, 9.6092, 1.3776, 24.1098
O, 1.8246, 9.1269, 9.1582
O, 1.0827, 5.2863, 8.2267
O, 9.0423, 1.7302, 9.0172
O, 6.2565, 9.9094, 8.9121
O, 3.627, 1.6645, 9.4097
O, 3.486, 7.4194, 8.1775
O, 7.2115, 3.7329, 8.9748
O, 9.9568, 6.7908, 8.9885
O, 2.9881, 1.9743, 23.4422
O, 5.0417, 0.2586, 23.4195
O, 7.8996, 3.2772, 23.3688
O, 10.3251, 5.0331, 23.2201
O, 8.7069, 7.6165, 23.5407
O, 2.4215, 8.6493, 23.4461
O, 6.3325, 5.2619, 24.0462
O, 0.5334, 10.5627, 23.3645
Si, 3.0057, 8.0485, 9.5855
Si, 9.9724, 0.231, 13.1428
Si, 14.7879, 5.6532, 13.4136
Si, 4.4604, 1.6512, 22.8082
Si, 8.5808, 2.3447, 20.283
Si, 10.1891, 4.9378, 21.5963
Si, 1.2354, 9.3198, 22.5555
Si, 13.1083, 4.5649, 20.253
Si, 1.9961, 5.378, 11.0733
Si, -2.0077, 10.1369, 20.1942
Si, 4.4466, 6.6432, 16.043
Si, 7.4487, 9.3977, 12.7798
Si, 5.6768, 9.5809, 10.3936
Si, 5.3842, 3.0149, 12.7678
Si, 3.1361, 12.5726, 16.0361
Si, 2.6858, 9.37, 19.8173
Si, 5.2735, 3.882, 15.4634
Si, 3.3037, 2.6172, 10.7062
Si, 4.9484, 11.0148, 12.7719
Si, 6.4816, 4.026, 23.0236
Si, 13.1243, 0.7154, 13.0889
Si, 8.6801, 3.2532, 9.5258
Si, 9.6339, 14.0282, 17.4821
Si, 12.2537, 2.4569, 18.4255
Si, 8.2005, 4.5241, 15.2681
Si, 4.6865, -0.0741, 18.0541
Si, 4.9991, 4.8405, 20.5077
Si, 7.275, 7.5966, 15.3259
Si, 14.558, 6.7059, 18.924
Si, 9.4511, 7.7941, 22.0928
Si, 18.3098, 9.7147, 17.4769
Si, 10.7704, 5.4142, 9.2721
Si, 5.5274, 13.0326, 20.0036
Si, 0.4092, -0.5717, 18.4771
Si, 9.5818, 11.2268, 16.2237
Si, 8.5815, 3.0757, 12.6324
O, 6.9841, 13.7834, 12.6543
O, 7.0036, -8.6891, 20.6887
O, 11.7265, 0.9727, 18.837
O, 4.8341, 4.2708, 13.8216
O, 2.1069, 2.4229, 17.0166
O, 9.7867, 10.8007, 14.698
O, 5.5282, 1.191, 18.6551
O, 3.3866, 10.4972, 12.9901
O, 2.5237, 4.0052, 10.3313
O, 0.3733, 5.3737, 10.8216
O, 5.0912, 3.574, 19.4823
O, 9.4098, 3.5787, 21.0191
O, 15.6187, 6.6371, 12.3955
O, 1.7094, 9.415, 18.503
O, 0.0909, 8.1919, 22.2702
O, 13.4002, 5.544, 18.9573
O, 16.6907, -1.1295, 17.4317
O, 10.6226, 10.2761, 17.0361
O, 4.5186, 1.5598, 21.1756
O, 2.4511, 5.276, 12.6431
O, 6.2277, 4.7612, 21.566
O, 8.6609, 9.0641, 21.3933
O, 8.0422, 10.979, 16.6889
O, 3.1604, 7.8376, 19.994
O, 15.9857, 6.1621, 19.5478
O, 4.9164, 12.5165, 13.385
O, 8.8726, 10.1662, 12.4058
O, 8.9271, 4.1219, 13.8469
O, 6.2123, 10.2537, 13.4915
O, 7.7498, 8.2489, 13.8975
O, 7.8367, 8.3639, 16.6648
O, 4.2808, 8.7592, 10.3025
O, 4.7401, 3.1576, 11.2906
O, 5.3142, 10.9826, 11.1714
O, 4.4561, 13.5077, 15.9183
O, 3.9586, 10.2762, 19.3849
O, 6.8801, 3.5696, 15.4794
O, 13.0866, 3.0243, 19.7021
O, 0.6564, 11.0589, 12.8218
O, -1.5206, 6.3684, 21.2354
O, 5.6448, 7.5722, 15.4439
O, 4.9933, 5.1508, 16.4517
O, 3.7951, 7.274, 17.402
O, 0.0821, 3.5023, 18.2184
O, 11.7084, 4.9362, 20.9753
O, 7.8251, 6.0872, 15.2483
O, 5.3444, 2.9175, 23.3119
O, 12.8927, 9.8677, 21.1838
O, 9.0604, 11.7312, 20.613
O, 2.4557, 1.8066, 11.8771
O, 2.327, 1.3174, 14.6317
O, 9.1404, 4.3343, 16.58
O, 3.6452, 0.2967, 16.8449
O, 9.4883, 12.6874, 12.8537
O, 10.3898, -1.1983, 19.617
O, 7.8118, 9.8185, 19.0459
O, 14.4342, 15.693, 21.2314
O, 6.8109, -2.1067, 11.3593
O, 14.3287, 6.4112, 14.8096
O, 2.4794, 6.8356, 10.5237
O, 9.8172, 4.178, 8.8327
O, 8.8723, 3.5548, 11.1125
O, 9.9153, 1.8578, 16.4487
O, 8.6064, 2.6326, 18.666
H, 16.5742, 6.7452, 12.5227

Results
free energy: -133979.095 eV
free energy less fixed offsets of H -15.97, O -568.88, Si -635.61 eV per atom: -1.165 eV

Forces (eV/angstrom), in the order of the atoms: element, x, y, z
Si, -0.0553, 0.006, 0.0987
Si, 0.1951, -0.1408, -0.1228
Si, 0.0376, 0.1054, 0.0849
Si, 0.058, -0.1578, 0.1297
Si, 0.0335, 0.0391, 0.0682
Si, -0.084, 0.0024, -0.1541
Si, 0.1802, -0.2118, -0.1352
Si, 0.0055, -0.0133, 0.037
Si, -0.0505, 0.0063, -0.2417
Si, -0.0526, 0.0838, -0.2493
Si, -0.0086, 0.0213, -0.2105
Si, -0.1417, 0.063, -0.1451
Si, 0.0119, -0.1041, -0.2274
Si, -0.0517, -0.0388, -0.1311
Si, -0.0055, 0.007, -0.1827
Si, -0.012, 0.0333, -0.2766
Si, 0.0396, 0.0262, 0.1238
Si, -0.0362, 0.0097, -0.0982
Si, 0.0406, 0.0097, 0.0705
Si, 0.0741, -0.047, -0.0229
Si, -0.0237, -0.0756, -0.137
Si, 0.0669, -0.0862, 0.0554
Si, 0.0391, 0.0258, 0.0118
Si, 0.1145, 0.0942, 0.1846
Si, 0.0475, -0.0723, -0.3225
Si, -0.0432, -0.0861, 0.2555
Si, -0.0787, 0.0273, 0.2182
Si, 0.0739, -0.0987, -0.2804
Si, -0.2834, -0.1271, 0.1052
Si, 0.1509, -0.0164, -0.3129
Si, -0.0147, -0.2395, -0.4169
Si, 0.0704, 0.3741, 0.4319
Si, -0.0966, 0.0159, -0.0208
Si, 0.1392, 0.0138, 0.0367
Si, -0.0361, 0.0914, -0.0494
Si, 0.0139, -0.0331, 0.0118
Si, 0.0469, -0.0457, -0.0037
Si, -0.0819, -0.0153, -0.0504
Si, 0.0014, -0.0869, -0.003
Si, -0.0552, 0.0521, -0.0436
Si, 0.0795, -0.0265, -0.019
Si, -0.0881, 0.0597, -0.0024
Si, 0.0411, -0.0638, -0.0043
Si, -0.0105, 0.0757, -0.0341
Si, -0.0247, 0.0388, -0.0247
Si, 0.0313, -0.0217, -0.0138
Si, -0.0437, 0.0038, -0.0354
Si, 0.0476, -0.0634, -0.002
Si, 0.0152, -0.0257, 0.0118
Si, -0.0327, 0.0282, 0.0032
Si, -0.0516, 0.0356, 0.0034
Si, 0.0381, 0.0351, 0.0419
Si, -0.0271, 0.0358, 0.0019
Si, 0.0204, -0.0837, 0.0213
Si, 0.0335, -0.0507, 0.0295
Si, -0.0107, 0.0187, 0.0166
Si, -0.1041, 0.006, -0.0387
Si, 0.0619, -0.0177, 0.0734
Si, 0.0585, -0.0002, 0.087
Si, -0.0233, 0.0833, -0.0688
Si, -0.0028, -0.0629, 0.0928
Si, 0.0017, 0.0775, -0.0404
Si, 0.0725, 0.0287, -0.036
Si, 0.0534, -0.0469, 0.0681
Si, 0.0451, 0.002, 0.0679
Si, -0.0332, 0.1749, 0.5251
Si, -0.0015, -0.4914, -0.1058
Si, -0.3571, 0.0456, 0.3287
Si, -0.2051, 0.0544, 0.2786
Si, 0.4215, -0.1956, -0.4288
Si, -0.1085, 0.5835, 0.0583
Si, 0.3991, 0.1111, -0.1718
Si, 0.0617, 0.1321, 0.1368
Si, -0.0136, 0.0235, -0.0463
Si, -0.0856, -0.1117, -0.1658
Si, -0.0532, 0.0614, -0.0016
Si, -0.1225, 0.1397, -0.0878
Si, 0.0527, 0.0047, -0.0676
Si, -0.1365, 0.0186, 0.0359
Si, -0.0224, -0.0935, -0.0472
Si, -0.0553, -0.0725, 0.0979
Si, 0.0688, -0.0456, 0.1627
Si, -0.1552, -0.2128, 0.1233
Si, 0.0147, 0.0052, 0.1805
Si, 0.0179, 0.0337, 0.082
Si, 0.1542, -0.0268, 0.2974
Si, 0.0773, -0.0726, 0.1933
Si, 0.0501, -0.0004, 0.2387
Si, -0.188, 0.1441, -0.451
Si, 0.174, -0.074, -0.4267
Si, 0.0918, 0.075, -0.0431
Si, -0.1839, 0.2861, -0.151
Si, 0.0411, 0.0985, -0.0044
Si, -0.2233, 0.1193, -0.2014
Si, -0.1824, 0.1352, -0.5016
Si, -0.0561, -0.0954, -0.2092
O, -0.1663, 0.0364, 0.2087
O, -0.0836, 0.1258, 0.4263
O, 0.2335, -0.282, 0.1712
O, 0.2103, -0.0582, -0.2394
O, 0.1211, -0.0951, -0.4051
O, -0.0591, 0.0473, -0.1629
O, -0.0829, 0.0274, 0.616
O, -0.0165, 0.0103, 0.3932
O, 0.1231, -0.1099, 0.2656
O, -0.1557, 0.0132, 0.3948
O, -0.1397, 0.2179, 0.4159
O, -0.0562, 0.0613, 0.2356
O, 0.1974, 0.1159, 0.443
O, -0.1954, 0.1199, 0.6778
O, 0.2064, -0.1535, 0.2874
O, 0.131, -0.2465, 0.2081
O, 0.0923, -0.0545, -0.0424
O, -0.0446, 0.1417, -0.0541
O, -0.0962, 0.0265, -0.1089
O, 0.0822, 0.0296, 0.1168
O, -0.0237, 0.0322, 0.014
O, -0.1347, 0.0651, -0.076
O, 0.0408, -0.1749, -0.2382
O, 0.0228, -0.0403, -0.0882
Si, -0.1242, 0.1742, -1.0934
Si, -0.0452, -0.27, 0.0282
Si, -2.3811, 2.8374, -1.1983
Si, -0.0616, -0.0648, 0.2899
Si, 0.0899, -0.0245, 0.4558
Si, 0.1422, 0.081, 0.0658
Si, -0.0397, 0.0562, 0.6144
Si, -0.037, 0.1319, 0.4798
Si, -0.455, 0.1917, -1.3761
Si, 0.1076, -0.0544, 0.3859
Si, -0.0009, 1.1631, 1.2285
Si, 0.2192, 0.1658, -0.391
Si, 0.1484, -0.0621, -0.7397
Si, 1.1352, -2.8658, -2.517
Si, -1.1503, -0.9406, 0.6847
Si, -0.0378, -0.1342, 0.2393
Si, 0.8988, -0.8235, 3.5
Si, -0.8483, -0.4699, -1.0982
Si, 0.0147, -0.9575, -0.5357
Si, 0.1615, 0.0982, 0.1816
Si, -0.3544, -0.4196, -0.1938
Si, 0.0242, -0.1128, -1.0363
Si, 0.0722, -0.4003, 0.7062
Si, -0.0685, -0.0365, 0.762
Si, 1.1798, 0.3486, 0.2275
Si, 0.1344, -0.0294, 0.7229
Si, -0.196, 0.0143, 0.3123
Si, 0.3987, 0.6699, 0.2237
Si, -0.1506, -0.1719, 1.0646
Si, -0.1563, 0.0651, 0.116
Si, 0.1123, 0.3303, 0.6271
Si, -0.0271, 0.198, -0.5767
Si, 0.0577, 0.086, 0.2543
Si, -0.036, -0.1215, 0.3593
Si, 0.0452, -0.1641, 0.2814
Si, 1.1411, -0.1592, -0.3527
O, -1.4557, 0.5739, 0.4931
O, -0.0567, 0.0038, -0.0627
O, 0.0572, 0.1162, -0.1642
O, 0.0812, -0.264, 0.0474
O, 0.4494, -0.0005, -0.5691
O, 0.0057, 0.0076, -0.0984
O, -0.0937, -0.0679, -0.2793
O, 0.1842, 0.1992, 0.1022
O, 0.1618, 0.1745, 0.4524
O, 0.1391, -0.0859, 0.3236
O, 0.0729, -0.0816, -0.1496
O, -0.1075, -0.0948, -0.0674
O, 0.1388, -1.1462, 0.7486
O, 0.0128, 0.0513, -0.127
O, 0.0977, -0.07, -0.1124
O, 0.1139, 0.1481, -0.3356
O, -0.0125, -0.1131, -0.2601
O, -0.1013, 0.0918, -0.2432
O, -0.0403, -0.0264, -0.0407
O, 1.1579, -0.3444, 1.1882
O, 0.0974, -0.0844, -0.0111
O, 0.0217, 0.0755, -0.1653
O, -0.0137, 0.0263, -0.1752
O, 0.0522, 0.033, -0.2442
O, -0.0889, 0.0713, -0.3444
O, -0.0057, 1.6113, 0.4462
O, -0.1143, 0.0112, 0.113
O, -0.287, 0.0673, 0.0933
O, -0.1391, 0.1902, 0.0938
O, -0.1185, -0.2244, 0.1501
O, -0.1117, -0.3223, -0.3515
O, 0.0557, -0.0701, 0.3188
O, 0.6428, 0.7414, 1.4134
O, -0.1, 0.3529, 0.4513
O, 0.7196, 1.2832, -1.0099
O, 0.0446, 0.0769, -0.2087
O, -1.3948, 0.0333, -0.6184
O, -0.0352, -0.1533, -0.3388
O, 0.1848, 0.1137, 0.0965
O, -0.0153, -0.0315, 0.0265
O, -0.3457, -0.3831, -0.1561
O, 0.0842, -0.7879, -1.1194
O, 0.2436, -0.2163, -0.9394
O, -0.0687, 0.0637, -0.2926
O, 0.0622, -0.0026, -0.12
O, -0.1671, -0.3051, -0.1197
O, -0.0284, -0.0037, -0.0385
O, 0.0536, 0.0502, -0.1549
O, -0.0366, 0.0188, -0.1637
O, 0.2483, 0.2055, 0.1439
O, 0.2576, 0.2887, 0.0536
O, -0.3961, 0.201, -0.4712
O, -0.0527, 0.3351, -0.4783
O, -0.2661, 0.3277, 0.0183
O, 0.0387, 0.0683, -0.2006
O, -0.1681, -0.091, -0.4129
O, 0.0544, -0.0169, -0.2114
O, -0.0239, -0.0748, 0.302
O, 0.412, -1.0458, -0.7118
O, 0.0341, -0.3862, 0.4799
O, -0.0175, -0.0027, 0.24
O, -0.2085, -0.0131, 0.4981
O, -0.0578, 0.1139, -0.1889
O, 0.0526, 0.1153, -0.4468
H, 0.1292, 0.2478, -0.1575

The program warned: the cutoff lies below the one the program advises for these potential files; the exchange-correlation potential is rough where the density is thin.
